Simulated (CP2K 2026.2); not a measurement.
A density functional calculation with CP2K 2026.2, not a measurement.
Periodic cell of 506 atoms, Si360O146, from a study of silicon, its oxide and their interface. The atomic structure is a simulated model.
Doubt: the forces sum to 1.59 eV/angstrom along one axis rather than to zero, so they err by at least 0.0031 eV/angstrom per atom on average; the grid cutoff is modest.

Settings: functional PBE; method Gaussian and plane waves; basis set DZVP-MOLOPT-SR-GTH; pseudopotentials GTH-PBE; grid cutoff 350 Ry, relative cutoff 50 Ry; k points Gamma only; occupations fixed; spin none; net charge 0.

Cell vectors (angstrom)
a 16.32 0 0
b 0 16.32 0
c -5.6894 -2.8661 33.9397

Atoms and the computed forces on them: element, x, y, z (angstrom), force x, y, z (eV/angstrom)
Si 15.67 14.599 1.525 0.035 -0.036 -0.04
Si 1.678 1.156 1.259 0.045 -0.042 0.06
Si 14.941 3.886 1.085 0.049 0.038 0.002
Si 0.98 7.004 1.246 0.167 -0.142 0.727
Si 14.872 9.073 0.914 -0.454 -0.267 0.352
Si 1.033 12.799 1.453 0.063 0.098 -0.035
Si 4.535 14.589 1.438 0.004 -0.004 0.015
Si 6.431 1.886 1.786 -0.132 -0.228 0.498
Si 4.74 3.576 1.666 -0.21 -0.07 0.523
Si 6.763 6.773 1.464 -0.029 -0.011 0.027
Si 4 9.624 1.346 0.27 -0.384 0.276
Si 6.288 12.671 1.532 -0.274 0.243 0.448
Si 9.608 14.752 1.626 -0.17 0.132 0.708
Si 12.266 1.234 1.536 -0.345 0.399 0.206
Si 9.466 3.976 1.493 -0.001 -0.028 -0.006
Si 12.051 6.634 1.067 0.019 0.014 -0.032
Si 9.281 9.435 1.209 0.002 0.06 -0.079
Si 11.639 12.353 1.15 -0.203 -0.446 0.42
Si 0.269 0.007 2.789 -0.002 -0.002 -0.014
Si 2.813 2.662 2.646 0.036 0.038 -0.011
Si -0.111 5.346 2.515 0.044 0.004 -0.005
Si 2.617 8.164 2.576 -0.05 -0.009 0.023
Si -0.004 11.129 2.731 0.424 0.163 0.42
Si 2.799 13.675 2.766 -0.011 -0.028 -0.041
Si 5.487 -0.038 2.776 0.025 0.042 0.003
Si 8.167 2.78 3.004 0.021 -0.021 0.012
Si 5.472 5.437 2.856 -0.049 -0.019 0.034
Si 8.113 8.141 2.77 -0.015 -0.001 0.007
Si 5.31 10.934 2.799 0.028 0.031 -0.008
Si 8.018 13.592 2.859 -0.02 0.011 -0.001
Si 10.834 -0.006 2.866 -0.032 -0.01 0.008
Si 13.65 2.703 2.709 -0.003 -0.008 -0.03
Si 10.857 5.403 2.697 0.007 0.001 0.046
Si 13.432 8.022 2.432 0 -0.017 0.005
Si 10.689 10.78 2.575 -0.045 0.041 -0.029
Si 13.871 13.68 2.743 0.193 0.404 0.429
Si 15.049 1.338 4.027 -0.023 -0.046 0.023
Si 1.356 4.065 3.913 -0.031 0.014 -0.032
Si 14.859 6.749 3.894 0.026 0.021 -0.021
Si 1.31 9.564 3.972 -0.026 0.003 -0.029
Si 14.974 12.275 4.234 -0.021 0.017 -0.043
Si 1.519 15.006 4.219 -0.016 -0.022 0.034
Si 4.086 1.323 4.13 0.072 0.038 -0.075
Si 6.85 4.193 4.295 -0.034 -0.02 0.009
Si 3.986 6.826 4.018 0.017 0.033 -0.009
Si 6.749 9.544 4.075 0.023 0.018 0.025
Si 3.984 12.235 4.191 -0.009 0.03 0.021
Si 6.806 15.014 4.236 0.009 0.018 -0.021
Si 9.523 1.354 4.236 0.017 -0.018 0.008
Si 12.263 4.077 4.055 -0.005 0 -0.01
Si 9.543 6.808 4.083 -0.022 -0.009 0
Si 12.21 9.497 3.879 0.019 0.033 -0.025
Si 9.435 12.151 4.065 0.028 -0.024 -0.009
Si 12.315 14.939 4.06 -0.018 -0.093 -0.007
Si 13.663 -0.004 5.416 -0.021 0.022 0.006
Si 0.048 2.73 5.38 0.001 0.012 -0.013
Si 13.604 5.446 5.402 -0.007 0.012 0.004
Si -0.076 8.147 5.276 0 -0.002 0.009
Si 13.546 10.829 5.377 -0.049 -0.042 -0.009
Si 0.069 13.637 5.509 0.035 0.055 -0.018
Si 2.792 0.036 5.594 0.019 0.005 0.017
Si 5.446 2.722 5.473 -0.003 0.01 0.089
Si 2.655 5.434 5.357 0.02 -0.02 0.024
Si 5.374 8.172 5.404 -0.022 -0.019 -0.017
Si 2.637 10.846 5.477 -0.027 -0.024 -0.024
Si 5.4 13.61 5.506 0.026 0.014 -0.04
Si 8.181 -0.001 5.583 -0.011 0.03 0.014
Si 10.931 2.739 5.478 0.005 0.007 0
Si 8.227 5.531 5.565 0.018 0.014 0.01
Si 10.911 8.19 5.383 0.023 0 0.003
Si 8.112 10.852 5.479 0.011 0.001 0
Si 10.893 13.539 5.363 -0.005 0.035 0.006
Si 14.986 14.98 6.825 0 -0.006 -0.023
Si 1.357 1.404 6.832 -0.005 0.025 -0.018
Si 14.984 4.082 6.751 0.013 -0.009 -0.013
Si 1.295 6.811 6.705 -0.003 0.005 -0.008
Si 14.927 9.48 6.725 0.024 -0.007 0.004
Si 1.348 12.225 6.86 0.017 0.02 -0.003
Si 4.107 14.957 6.913 0.023 0.003 0.001
Si 6.799 1.381 6.87 -0.032 0.001 -0.006
Si 4.035 4.101 6.768 0.016 -0.019 -0.031
Si 6.767 6.864 6.817 0.002 0.007 -0.007
Si 4.044 9.511 6.807 0.009 0.003 0
Si 6.781 12.238 6.833 -0.01 0.003 0
Si 9.577 14.904 6.812 0.008 -0.025 -0.013
Si 12.297 1.354 6.797 0.006 -0.011 0
Si 9.57 4.098 6.847 -0.005 -0.015 0.009
Si 12.249 6.812 6.762 -0.006 0.013 0.004
Si 9.522 9.506 6.785 0 -0.007 0.009
Si 12.216 12.197 6.765 -0.021 0.007 0.004
Si 0.002 0.03 8.184 0.013 -0.014 0
Si 2.71 2.761 8.179 0.014 -0.017 0.01
Si -0.007 5.452 8.131 0.002 0 -0.004
Si 2.674 8.134 8.125 -0.004 0 -0.004
Si -0.047 10.844 8.136 -0.01 0.007 -0.013
Si 2.72 13.582 8.211 -0.019 0.017 0.007
Si 5.466 0.008 8.233 -0.006 0.006 0.017
Si 8.182 2.741 8.185 -0.008 0.009 0.003
Si 5.412 5.456 8.134 0.011 -0.012 -0.005
Si 8.149 8.188 8.174 0.004 -0.003 -0.002
Si 5.416 10.871 8.177 -0.009 0.014 -0.006
Si 8.176 13.582 8.18 -0.003 0.027 -0.004
Si 10.921 -0.015 8.152 0 0.001 -0.003
Si 13.637 2.729 8.151 0.006 0.003 -0.005
Si 10.918 5.466 8.174 -0.008 0.005 0.002
Si 13.601 8.15 8.138 -0.004 -0.003 0.008
Si 10.863 10.872 8.156 0.005 -0.004 0.007
Si 13.591 13.583 8.121 0.01 -0.007 -0.014
Si -1.338 1.344 14.946 -0.009 -0.004 -0.009
Si 1.387 4.065 14.942 0.001 0.007 -0.015
Si -1.382 6.845 14.938 0.002 -0.009 -0.012
Si 1.336 9.556 14.951 0.019 -0.013 -0.011
Si -1.339 12.246 15.001 -0.004 -0.007 0.016
Si 1.384 14.962 15.013 0.009 -0.002 0.017
Si 4.099 1.359 15.018 0.003 -0.014 0.005
Si 6.803 4.066 14.999 0.003 -0.003 0.015
Si 4.084 6.792 14.923 -0.014 0.027 -0.011
Si 6.808 9.501 14.93 -0.013 0.004 -0.012
Si 4.035 12.266 14.952 0.002 -0.009 -0.015
Si 6.768 14.997 14.953 0.017 0 -0.009
Si 9.502 1.387 14.916 0.008 -0.022 -0.006
Si 12.214 4.112 14.937 0.004 -0.012 -0.007
Si 9.517 6.774 14.989 0.008 -0.009 0.007
Si 12.247 9.513 14.988 0.001 0.007 0.013
Si 9.533 12.228 14.937 -0.002 0.01 -0.016
Si 12.264 14.95 14.937 -0.007 0.006 -0.01
Si -2.693 -0.024 16.296 0.008 -0.022 -0.009
Si 0.028 2.705 16.29 0.002 -0.001 -0.011
Si 13.572 5.49 16.28 -0.003 0.011 -0.015
Si -0.03 8.205 16.301 -0.021 0.032 -0.005
Si -2.705 10.877 16.354 0 -0.007 0.007
Si 0.03 13.599 16.391 0.019 0.007 0.004
Si 2.748 -0.002 16.405 0.002 -0.009 0.016
Si 5.463 2.706 16.404 -0.004 -0.002 0.022
Si 2.761 5.416 16.283 -0.003 -0.008 -0.005
Si 5.442 8.142 16.273 0 -0.003 -0.014
Si 2.673 10.922 16.325 -0.034 0.014 -0.002
Si 5.384 13.642 16.295 -0.011 0.018 -0.002
Si 8.137 0.055 16.282 -0.006 -0.001 0.002
Si 10.838 2.751 16.275 0.007 0.01 0
Si 8.16 5.413 16.378 0.001 -0.007 0.018
Si 10.887 8.133 16.348 0.005 -0.005 0.015
Si 8.171 10.86 16.274 0.01 -0.004 -0.017
Si 10.902 13.585 16.277 0.008 -0.007 -0.017
Si -1.346 -1.35 17.722 0.003 0.004 0.024
Si 1.369 1.391 17.724 0.008 -0.019 -0.005
Si -1.357 4.113 17.544 0.006 0.004 -0.046
Si 1.356 6.792 17.536 0 -0.012 -0.045
Si -1.348 9.539 17.757 -0.005 -0.01 -0.001
Si 1.36 12.235 17.816 0.022 0.002 0.002
Si 4.098 -1.375 17.808 -0.009 0.017 -0.009
Si 6.847 1.347 17.786 0.017 0.002 0.009
Si 4.098 4.107 17.732 0.008 0.014 0.008
Si 6.752 6.787 17.683 -0.034 -0.01 0.003
Si 4.084 9.54 17.568 -0.011 -0.006 -0.037
Si 6.779 12.255 17.536 0 -0.003 -0.025
Si 9.513 -1.34 17.538 0.006 -0.008 -0.035
Si 12.24 1.388 17.541 0.01 -0.001 -0.017
Si 9.514 4.031 17.76 -0.019 -0.002 0.022
Si 12.251 6.791 17.749 -0.008 0.004 -0.022
Si 9.501 9.498 17.669 0.018 -0.006 0.008
Si 12.238 12.243 17.685 -0.005 -0.003 0.006
Si -0.006 0.045 19.088 0.022 0.005 -0.034
Si 2.717 2.776 19.089 -0.01 -0.002 -0.049
Si 0 5.456 18.88 -0.002 0.014 -0.015
Si 2.712 8.151 18.832 -0.027 0.017 0.044
Si -0.028 10.885 19.21 -0.003 0.002 0.028
Si 2.73 13.587 19.218 0.028 0.023 0.016
Si 5.534 -0.053 19.172 0.021 -0.048 -0.049
Si 8.184 2.691 19.232 -0.003 0.015 -0.02
Si 5.458 5.446 19.141 0.028 -0.016 -0.029
Si 8.095 8.156 19.011 0.007 0.019 -0.036
Si 5.44 10.915 18.886 -0.039 -0.017 0.036
Si 8.145 13.613 18.834 0.039 0.031 0.018
Si 10.881 0.02 18.841 0.048 -0.038 0
Si -2.733 2.774 18.849 0.008 -0.029 -0.025
Si 10.889 5.395 19.099 0.021 -0.016 -0.03
Si -2.696 8.163 19.123 -0.009 -0.001 0.009
Si 10.884 10.845 19.015 -0.003 -0.019 -0.029
Si -2.706 13.577 19.068 -0.012 -0.014 -0.023
Si -1.431 1.503 20.294 0.064 0.025 0.021
Si 1.289 4.182 20.367 0.036 -0.027 0.084
Si -1.281 6.735 20.371 -0.064 0.001 0.064
Si 1.432 9.398 20.333 -0.041 0.036 0.014
Si -1.474 12.237 20.593 0.002 -0.037 0.008
Si 1.285 -1.333 20.508 -0.014 0.008 0.028
Si 4.15 1.421 20.38 0.025 0.01 0.057
Si 6.821 4.125 20.606 -0.003 -0.001 0.067
Si 3.993 6.874 20.319 0.017 -0.038 0.065
Si 4.965 8.656 21.502 -0.146 0.144 -0.562
Si 4.207 12.158 20.464 -0.055 0.012 0.055
Si 6.963 -1.504 20.469 0.003 0.063 0.123
Si 9.651 1.214 20.435 -0.009 0.02 0.127
Si 12.305 3.988 20.389 -0.036 0.004 0.096
Si 9.428 6.763 20.327 -0.017 -0.039 0.044
Si 12.221 9.528 20.445 -0.041 0.012 0.031
Si 9.468 12.282 20.193 -0.019 -0.041 -0.014
Si 12.219 -1.273 20.235 0.035 -0.007 -0.024
Si -3.135 0.453 21.529 -0.05 -0.015 0.005
Si 0.626 1.478 23.562 -0.031 0.073 -0.031
Si -2.261 4.981 21.607 0.191 -0.104 -0.523
Si 0.487 7.657 21.628 -0.01 0.003 0.033
Si -3.06 11.033 21.939 -0.026 0.042 0.008
Si -0.36 13.883 21.853 -0.043 0.063 0.014
Si 2.734 0.137 21.668 -0.123 -0.148 -0.654
Si 5.361 2.78 21.89 0.069 0.077 -0.677
Si 2.207 5.982 21.59 -0.105 0.12 -0.594
Si 6.754 9.594 20.298 0 -0.031 0.053
Si -0.569 2.643 29.24 -0.112 0.076 -0.098
Si 6.082 12.984 21.706 0.038 0.02 -0.013
Si 4.885 11.078 25.618 0.05 -0.077 -0.074
Si 11.431 2.178 21.674 0.155 -0.139 -0.619
Si 8.265 5.501 21.942 -0.114 -0.156 -0.657
Si 10.733 8.139 21.617 0.125 0.164 -0.688
Si 7.807 11.284 21.555 0.058 0.033 0.037
Si 10.565 13.934 21.447 0.012 -0.001 0.032
Si 3.399 -1.385 24.058 0.03 0.035 -0.053
Si 7.146 2.599 30.688 0.038 -0.066 0.048
Si -0.523 3.295 21.59 -0.199 0.055 -0.573
Si 0.287 8.382 23.852 0.073 -0.278 -0.566
Si -2.228 4.583 27.399 0.08 0.028 0.105
Si -2.152 -2.267 27.875 0.012 0.037 -0.052
Si 3.236 10.301 21.535 -0.003 -0.004 0.021
Si 2.417 10.447 23.687 0.227 -0.107 -0.629
Si 3.908 4.823 23.794 -0.161 0.1 -0.094
Si 6.174 7.039 23.754 -0.074 0.132 -0.084
Si 10.437 -1.442 26.417 -0.041 -0.033 0.044
Si 2.449 2.235 28.37 -0.023 0.024 0.035
Si 8.866 -0.675 21.658 0.006 -0.151 -0.699
Si 9.797 3.491 23.941 0.007 0.063 -0.076
Si -2.378 9.671 23.788 -0.168 0.43 -0.332
Si -3.609 6.811 23.506 -0.016 -0.073 -0.014
Si 9.204 10.422 23.248 -0.464 0.255 -0.413
Si 11.589 12.436 22.939 0.053 0.112 -0.713
Si 5.568 8.32 0.155 -0.108 0.052 0.683
Si -2.503 6.693 29.792 0.068 -0.015 -0.057
Si 6.402 8.444 26.522 -0.046 -0.006 -0.142
Si 10.949 2.656 0.221 -0.047 -0.163 0.676
Si 0.766 13.116 23.748 -0.33 0.069 -0.514
Si -1.641 -0.681 22.927 -0.193 -0.135 -0.776
Si 8.344 6.954 31.826 0.01 -0.081 0.261
Si -2.437 0.107 29.724 0.047 -0.021 -0.025
Si 7.017 2.02 24.375 -0.027 0.029 -0.033
Si -0.62 8.424 28.171 -0.064 -0.029 0.098
Si -3.721 8.661 33.613 -0.355 0.299 0.514
Si 6.334 9.24 32.017 -0.02 0.07 0.166
Si 4.661 -2.208 31.924 -0.014 -0.079 0.047
Si 14.596 15.991 0.003 0.273 -0.245 0.392
Si 0.169 12.047 31.394 -0.015 -0.073 0.051
Si 7.449 2.018 33.715 0.234 0.251 0.689
Si -1.476 4.437 31.498 -0.051 0.063 0.029
Si 11.093 4.379 26.768 -0.087 0.007 -0.1
Si 2.024 7.674 33.717 0.311 -0.152 0.626
Si -2.764 11.064 31.829 -0.041 0.164 0.033
Si 4.613 4.884 33.74 0.211 0.139 0.664
Si 7.971 -0.717 24.658 -0.023 -0.015 -0.19
Si 2.759 12.044 32.742 0.016 -0.069 -0.005
Si 3.103 12.548 27.589 -0.083 0.007 0.1
Si -3.766 11.735 28.974 0.009 -0.025 -0.042
Si -3.439 -2.002 25.086 0.008 0.041 -0.096
Si -3.016 9.543 26.766 -0.033 0.002 -0.091
Si 1.877 0.388 25.976 -0.082 -0.068 -0.123
Si 5.963 13.294 24.022 0.024 -0.055 -0.771
Si 1.699 10.321 29.272 -0.021 -0.037 -0.014
Si 0.509 13.977 26.498 0.017 -0.04 0.064
Si -0.015 6.228 26.197 0.023 0.16 -0.038
Si 2.765 4.86 26.633 -0.023 0.115 -0.061
Si 6.345 3.409 26.878 -0.049 -0.003 0.033
Si 5.057 6.099 28.006 0.009 -0.07 0.035
Si 7.071 12.293 31.751 0.003 0.07 0.05
Si 9.115 9.482 26.122 -0.025 0.06 -0.038
Si -2.435 13.184 33.933 -0.056 -0.079 0.657
Si -0.883 -1.506 31.762 0.051 -0.009 0.226
Si 0.625 0.424 33.238 0.002 0.06 0.169
Si 5.113 1.325 28.948 0.092 0.007 0.176
Si -4.31 3.673 32.181 -0.003 0.046 0.07
Si 9.957 12.147 27.531 0.001 -0.035 0.031
Si 11.349 7.291 26.28 -0.001 0.08 -0.04
Si 9.48 -0.138 28.84 0.137 -0.045 -0.022
Si 3.468 9.209 31.485 -0.068 0.166 0.121
Si 8.208 5.454 0.156 -0.06 -0.049 0.6
Si -5.65 -0.606 33.864 0.114 0.173 0.611
Si 5.856 5.34 30.922 -0.019 0.073 0.032
Si -5.006 6.709 31.505 0.191 0.023 0.073
Si 8.947 2.774 28.227 -0.036 0.015 0.055
Si 4.904 -1.697 28.9 -0.086 -0.072 -0.008
Si -5.097 0.915 31.144 0.059 -0.042 0.085
Si 7.638 13.626 28.918 0.077 -0.008 0.035
Si -1.349 1.379 9.547 0.001 0.007 0.007
Si 1.35 4.112 9.532 0.003 0.001 -0.003
Si -1.363 6.798 9.509 -0.013 0.005 0
Si 1.338 9.508 9.5 -0.007 -0.002 0.001
Si -1.38 12.229 9.494 -0.003 -0.005 0.002
Si 1.356 14.969 9.528 -0.003 -0.003 0.006
Si 4.071 1.382 9.53 -0.001 -0.003 -0.002
Si 6.788 4.103 9.501 0.003 -0.002 0.001
Si 4.054 6.8 9.51 -0.008 -0.003 -0.011
Si 6.793 9.535 9.544 0.03 0.001 0.002
Si 4.08 12.23 9.557 0.006 0.007 0.009
Si 6.832 14.954 9.554 0.003 0.01 0
Si 9.543 1.35 9.513 0 0.001 -0.004
Si 12.271 4.087 9.518 -0.001 0.016 0.003
Si 9.517 6.81 9.507 -0.009 -0.008 -0.001
Si 12.241 9.516 9.495 -0.013 -0.006 0.001
Si 9.522 12.224 9.545 0.001 -0.019 0.001
Si 12.262 14.945 9.522 0 0.005 0
Si 13.613 -0.003 10.889 0.007 0.004 0.005
Si 0.009 2.737 10.905 -0.002 0.003 0.011
Si 13.612 5.444 10.889 0.003 -0.007 0.01
Si -0.01 8.16 10.876 0.002 -0.014 0.004
Si 13.589 10.88 10.86 -0.005 0.007 -0.005
Si -0.015 13.595 10.856 -0.002 0.007 -0.021
Si 2.717 0.01 10.88 -0.003 0.001 -0.014
Si 5.441 2.738 10.869 0 -0.001 -0.007
Si 2.716 5.451 10.9 -0.003 -0.01 0.012
Si 5.424 8.156 10.88 0.005 0.005 -0.001
Si 2.698 10.868 10.881 0.003 0.005 -0.009
Si 5.448 13.601 10.902 0.006 -0.005 0
Si 8.184 0.007 10.896 -0.001 -0.016 0.008
Si 10.895 2.723 10.868 0.007 0.001 -0.002
Si 8.154 5.451 10.857 0.006 0.009 -0.003
Si 10.878 8.167 10.861 -0.002 0.005 -0.012
Si 8.155 10.881 10.914 -0.015 0.006 0.016
Si 10.891 13.596 10.89 -0.013 0.001 0.013
Si -1.343 14.952 12.244 0.01 -0.017 0.004
Si 1.374 1.359 12.254 0.015 -0.012 -0.008
Si -1.356 4.092 12.264 0.002 0.004 0.006
Si 1.35 6.812 12.249 -0.002 0.019 0
Si -1.37 9.535 12.224 -0.007 0.009 -0.004
Si 1.343 12.251 12.226 -0.01 0.003 -0.006
Si 4.075 14.976 12.24 0 0.007 -0.013
Si 6.795 1.375 12.225 -0.009 0.012 -0.006
Si 4.088 4.077 12.246 0.013 -0.014 -0.003
Si 6.801 6.792 12.233 0.013 -0.017 -0.003
Si 4.066 9.52 12.244 -0.009 0.002 -0.003
Si 6.794 12.245 12.271 0.002 0.018 0.01
Si 9.53 14.958 12.253 0.006 0.013 0.007
Si 12.248 1.365 12.241 -0.009 -0.004 -0.001
Si 9.512 4.088 12.211 -0.017 0.001 -0.009
Si 12.231 6.812 12.224 -0.015 0.004 -0.011
Si 9.53 9.507 12.246 0.013 -0.014 -0.006
Si 12.253 12.229 12.245 0.01 -0.013 0.004
Si 0.027 -0.017 13.611 -0.004 -0.001 -0.008
Si 2.749 2.702 13.612 -0.004 -0.005 -0.003
Si 0.004 5.454 13.622 0.004 0.002 0.015
Si 2.704 8.174 13.609 -0.001 -0.006 0.002
Si -0.017 10.901 13.589 0.003 0.001 -0.005
Si 2.699 13.62 13.586 -0.001 -0.003 -0.011
Si 5.427 0.028 13.592 0.004 -0.004 -0.002
Si 8.144 2.743 13.577 0.012 -0.004 -0.002
Si 5.458 5.425 13.603 -0.003 0 0.002
Si 8.172 8.135 13.598 -0.001 0.011 -0.004
Si 5.418 10.884 13.616 0.002 -0.003 0.007
Si 8.154 13.615 13.621 -0.001 -0.004 0.01
Si 10.89 0.005 13.601 -0.003 -0.003 0.005
Si 13.6 2.724 13.615 -0.004 -0.005 0.01
Si 10.861 5.453 13.573 0.004 0 -0.007
Si 13.583 8.182 13.577 0.006 0.001 -0.007
Si 10.896 10.864 13.601 -0.007 0.004 -0.008
Si 13.626 13.585 13.603 -0.001 0.013 -0.007
O 15.363 10.472 1.552 -0.053 0.394 -0.278
O 13.141 12.747 1.594 0.391 -0.124 -0.061
O -3.633 4.042 26.795 0.018 -0.6 -0.046
O 1.88 1.19 22.583 0.272 0.28 -0.106
O 1.006 11.427 30.194 -0.091 0.242 -0.06
O 6.643 7.539 25.203 0.524 0.028 0.037
O -2.749 5.5 23.109 -0.002 -0.155 0.391
O -0.777 9.608 24.043 0.142 0.545 -0.102
O -2.319 -1.169 24.31 0.18 0.073 0.41
O 3.766 -0.711 22.633 0.537 -0.232 0.083
O 8.58 10.017 24.688 -0.335 -0.129 0.072
O 2.08 14.056 23.843 0.062 0.018 -0.112
O 9.257 4.668 22.95 0.17 0.241 -0.027
O 8.334 -1.244 29.08 -0.27 0.119 0.319
O 6.592 10.774 31.644 -0.06 -0.213 -0.209
O 4.466 -1.003 32.976 -0.355 0.105 0.025
O 10.96 2.657 23.176 0.36 -0.291 0.303
O 11.49 6.963 22.467 -0.179 -0.574 0.019
O 9.848 9.063 22.626 -0.13 -0.238 0.222
O 6.927 2.07 0.204 0.423 -0.228 -0.271
O -0.412 0.264 23.404 -0.033 -0.192 0.27
O 1.136 12.003 32.698 -0.198 0.153 0.409
O -3.149 9.981 25.202 -0.24 0.294 -0.012
O -1.454 -2.033 33.198 -0.014 0.211 -0.015
O 6.963 11.936 0.209 -0.083 0.269 -0.424
O 9.899 10.672 26.886 0.327 -0.193 0.173
O -0.069 2.867 23.128 0.016 0.472 0.677
O 0.064 7.108 27.552 0.216 -0.226 0.53
O -2.463 -0.749 28.347 -0.032 0.125 -0.434
O -3.989 7.101 30.301 -0.082 0.541 -0.419
O 4.275 3.597 22.804 -0.548 -0.157 0.16
O 4.614 14.022 24.541 -0.026 -0.163 0.305
O 16.164 8.09 0.774 0.211 0.122 -0.36
O 2.65 5.611 23.138 -0.126 0.096 0.635
O 3.32 13.215 31.774 -0.197 0.075 -0.447
O 1.678 1.643 33.025 0.221 -0.057 -0.776
O 3.141 10.649 0.379 0.206 0.18 -0.03
O 5.026 -1.583 30.5 0.096 0.503 0.015
O 7.664 8.409 31.676 0.371 0.245 -0.381
O 3.382 10.613 32.307 0.276 0.036 0.337
O 6.025 3.756 30.718 -0.478 -0.08 -0.138
O -1.473 9.153 27.015 0.337 0.193 -0.462
O 5.761 7.512 27.668 -0.213 0.322 0.297
O 3.557 6.079 27.372 -0.231 0.613 0.232
O -4.151 3.5 33.787 0.508 -0.168 -0.1
O 1.258 11.581 23.712 -0.29 -0.093 -0.033
O 9.697 -1.858 33.438 -0.038 -0.167 -0.499
O 7.799 2.404 32.161 0.245 -0.127 -0.225
O 5.609 2.276 27.742 0.032 -0.238 -0.157
O -4.911 5.128 31.835 -0.251 -0.007 -0.284
O 6.295 0.876 33.507 -0.151 0.099 -0.253
O 5.191 5.783 23.9 0.011 -0.033 0.313
O 10.422 11.465 23.545 0.004 -0.095 0.325
O 3.505 4.36 25.281 0.024 -0.581 0.124
O 10.442 4.051 25.314 0.188 0.258 -0.014
O 4.953 3.85 0.031 -0.377 0.15 -0.46
O 4.397 12.111 26.747 0.312 0.254 0
O 8.669 -0.348 23.248 0.446 0.305 0.205
O 11.642 -1.013 25.433 -0.111 0.411 -0.102
O -2.711 8.138 23.346 0.045 -0.015 -0.557
O 2.578 11.166 28.232 0.166 -0.333 -0.007
O 1.75 9.035 24.168 0.127 -0.437 0.412
O 8.545 6.498 33.381 -0.359 0.024 -0.103
O 4.903 -0.174 28.378 0.056 -0.006 -0.49
O 10.369 3.494 27.93 0.237 0.129 0.129
O 8.548 2.522 24.255 0.054 -0.058 0.234
O 5.043 5.57 32.31 -0.196 0.633 0.036
O 7.932 3.398 27.151 0.447 0.366 -0.329
O -1.759 5.958 31.028 0.254 0.365 0.481
O -1.325 3.375 27.999 0.179 -0.219 -0.296
O -5.217 2.48 31.566 -0.281 0.197 -0.134
O 5.438 9.701 26.225 -0.01 -0.166 0.078
O 6.006 8.948 33.572 -0.037 -0.263 0.045
O -3.4 10.734 27.766 0.196 0.171 -0.225
O -3.939 8.244 27.091 -0.033 -0.04 0.236
O -0.197 13.566 31.014 0.22 0.083 -0.501
O -1.165 11.183 31.633 0.357 -0.36 0.28
O 0.815 -0.764 26.361 -0.263 0.126 0.288
O 5.827 4.878 27.266 0.061 0.023 -0.324
O 6.185 13.865 28.267 -0.065 -0.346 -0.656
O 10.737 13.694 1.118 0.113 -0.026 -0.304
O -2.59 5.651 28.564 -0.142 0.096 0.159
O 8.998 1.169 28.02 -0.264 -0.042 -0.64
O 7.213 14.189 24.521 0.092 -0.38 0.245
O 8.409 12.327 32.637 0.333 -0.455 -0.178
O 3.65 1.891 29.418 -0.161 0.089 0.695
O 1.135 1.529 25.09 0.018 0.543 0.517
O -3.848 0.751 30.139 -0.145 0.459 -0.459
O 6.024 11.833 24.737 0.557 -0.255 0.11
O 5.009 8.806 31.191 0.071 -0.251 -0.398
O 13.261 0.149 0.799 -0.047 -0.2 0.061
O 0.54 9.429 28.623 0.083 -0.108 -0.199
O -3.911 13.078 24.181 0.436 -0.091 0.228
O 5.882 13.165 32.419 -0.145 -0.148 0.362
O -2.838 3.57 31.534 0.13 -0.598 -0.133
O 10.445 13.255 26.455 0.083 -0.355 -0.244
O -0.029 7.174 24.888 -0.027 -0.347 -0.137
O 8.886 15.338 0.293 -0.307 0.627 -0.084
O 5.085 5.925 29.622 -0.555 0.014 0.025
O 0.927 6.512 33.397 0.16 0.076 -0.248
O 6.282 1.34 30.097 -0.042 -0.357 0.301
O -1.63 7.998 29.375 0.088 0.159 0.214
O 5.412 8.277 23.045 -0.177 0.124 0.415
O -0.093 13.384 25.109 -0.654 -0.232 0.074
O 2.747 3.656 27.688 0.213 0.127 0.047
O 10.998 12.139 28.777 -0.298 -0.001 0.332
O 10.09 8.215 25.883 0.041 -0.32 -0.301
O 2.791 8.024 32.341 0.197 -0.354 -0.41
O -0.562 13.793 27.695 0.222 -0.006 0.335
O 6.326 1.94 22.912 0.292 -0.306 -0.092
O 10.623 -0.851 27.921 0.441 0.23 0.106
O -1.367 5.332 26.243 -0.131 0.027 -0.589
O -2.774 13.01 28.937 0.111 0.259 0.401
O -3.564 11.076 30.432 -0.373 -0.208 0.09
O 7 0.529 25.016 -0.167 -0.161 0.639
O 8.381 3.024 29.725 0.132 0.201 0.048
O -3.234 12.306 32.783 -0.481 0.021 -0.174
O 7.438 6.57 22.864 0.228 0.29 0.02
O 7.351 5.933 31.07 0.367 -0.025 -0.401
O -2.85 13.748 26.461 0.163 -0.44 0.125
O -0.815 4.525 32.954 -0.171 -0.366 -0.09
O 7.448 12.903 30.329 0.022 0.004 -0.123
O 0.189 -0.292 31.867 0.185 0.017 -0.598
O 12.124 6.701 24.99 0.147 -0.156 0.189
O 3.533 3.676 33.379 -0.097 -0.123 -0.538
O 7.841 9.01 26.998 0.048 0.168 0.455
O 1.281 5.288 26.205 0.066 -0.48 -0.027
O 0.968 2.262 28.978 0.012 -0.229 0.225
O 8.491 12.614 28.005 -0.447 -0.464 -0.243
O 6.175 3.051 25.304 -0.374 0.252 -0.34
O -1.356 1.284 29.584 0.116 -0.091 0.166
O -5.003 0.043 32.507 0.108 0.17 -0.157
O 3.11 -0.251 25.156 0.313 0.195 0.085
O -4.675 7.607 32.82 -0.106 -0.244 0.329
O 2.684 9.348 30.091 0.143 -0.284 -0.066
O 3.598 10.778 24.71 0.036 -0.193 -0.042
O -0.505 3.671 30.482 0.408 0.039 -0.066
O 9.053 -0.88 25.83 -0.171 0.059 0.222
O 9.781 7.002 31.09 -0.106 0.043 -0.661
O 9.957 0.379 30.295 -0.249 0.069 0.212
O 3.587 13.747 28.565 -0.251 0.098 0.377
O 2.492 1.062 27.275 0.255 -0.192 0.031
O 1.878 13.164 26.746 0.139 -0.2 -0.389
O 10.891 5.969 27.097 -0.227 0.064 0.367
O -3.041 9.645 32.525 0.1 -0.004 -0.349
O -2.104 -0.946 30.898 -0.519 -0.108 0.002

Results
total energy: -102533.986 eV
total energy less fixed offsets of O -438.35, Si -107.03 eV per atom: -4.086 eV
